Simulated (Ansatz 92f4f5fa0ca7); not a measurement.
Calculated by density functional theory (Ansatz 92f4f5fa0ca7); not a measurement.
Periodic cell of 351 atoms, Si241O110, from a study of silicon, its oxide and their interface. The atomic structure is a simulated model.
Doubt: the cutoff is far below the 930 eV that the study's wrapper takes by default for these files, so forces and energies are approximate.
This geometry differs little from another in the collection (a relaxation step or a small displacement).

Settings
functional: PBE
potential files: Ansatz PAW
basis: plane waves
wave-function cutoff: 580 eV
density cutoff ratio: 5
exchange-correlation grid ratio: 1
k mesh: 1 x 1 x 1, Gamma-centred
self-consistency stop: 5e-08 eV per atom in the density residual
occupations: fixed
spin: none
net charge: 0

Cell vectors (angstrom)
a, 11.6015, 0, 0
b, 0, 13.3963, 0
c, 0, 0, 40.7635

Atoms and the computed forces on them: element, x, y, z (angstrom), force x, y, z (eV/angstrom)
Si, 0, 2.2327, 1.1851, 0.0042, -0.0065, 0.0057
Si, 3.8672, 2.2327, 1.1851, -0.0071, 0.011, -0.0202
Si, 7.7343, 2.2327, 1.1851, -0.0023, -0.0003, 0.0105
Si, 1.9336, 5.5818, 1.1851, 0.0029, 0.0086, 0.0202
Si, 5.8008, 5.5818, 1.1851, -0.0075, 0.0157, 0.0156
Si, 9.6679, 5.5818, 1.1851, 0.0025, 0.0093, 0.0114
Si, 0, 8.9308, 1.1851, -0.007, -0.0074, 0.0114
Si, 3.8672, 8.9308, 1.1851, 0.0089, 0.009, 0.0082
Si, 7.7343, 8.9308, 1.1851, 0.0068, 0.0052, -0.0183
Si, 1.9336, 12.2799, 1.1851, 0.0004, 0.0003, -0.011
Si, 5.8008, 12.2799, 1.1851, 0.0046, 0.0114, 0.022
Si, 9.6679, 12.2799, 1.1851, 0.0013, -0.0152, -0.0011
Si, 1.9336, 1.1164, 1.9745, 0.0148, -0.021, 0.0041
Si, 5.8008, 1.1164, 1.9745, -0.021, 0.0071, 0.0009
Si, 9.6679, 1.1164, 1.9745, 0.0066, -0.0115, -0.0071
Si, 0, 4.4654, 1.9745, -0.0021, -0.0262, -0.0098
Si, 3.8672, 4.4654, 1.9745, 0.0083, -0.0577, -0.0053
Si, 7.7343, 4.4654, 1.9745, -0.01, -0.0285, -0.0087
Si, 1.9336, 7.8145, 1.9745, -0.0016, 0.0118, -0.0091
Si, 5.8008, 7.8145, 1.9745, 0.0095, 0.0184, -0.0023
Si, 9.6679, 7.8145, 1.9745, -0.0286, -0.0039, 0.0003
Si, 0, 11.1635, 1.9745, 0.0059, 0.0056, 0.0034
Si, 3.8672, 11.1635, 1.9745, -0.0258, 0.0056, 0.0019
Si, 7.7343, 11.1635, 1.9745, 0.0211, -0.0194, 0.0007
Si, 1.9336, 1.1164, 4.3426, 0.0402, -0.0208, -0.1429
Si, 5.8008, 1.1164, 4.3426, -0.0603, 0.0508, -0.0296
Si, 9.6679, 1.1164, 4.3426, 0.0121, 0.0081, 0.0535
Si, 0, 4.4654, 4.3426, -0.0053, -0.0587, 0.0772
Si, 3.8672, 4.4654, 4.3426, 0.0244, -0.1237, 0.003
Si, 7.7343, 4.4654, 4.3426, -0.0413, -0.0515, 0.0725
Si, 1.9336, 7.8145, 4.3426, -0.0052, 0.0638, -0.0125
Si, 5.8008, 7.8145, 4.3426, 0.0246, 0.066, -0.0968
Si, 9.6679, 7.8145, 4.3426, -0.073, 0.011, -0.1669
Si, 0, 11.1635, 4.3426, 0.0206, 0.0075, 0.0716
Si, 3.8672, 11.1635, 4.3426, -0.0511, 0.0465, 0.1301
Si, 7.7343, 11.1635, 4.3426, 0.0402, -0.0249, 0.0312
Si, 0, 0, 36.4229, 0.0138, -0.1926, 0.126
Si, 3.8672, 0, 36.4229, -0.1016, -0.0217, 0.2244
Si, 7.7343, 0, 36.4229, 0.2037, -0.1742, 0.0952
Si, 1.9336, 3.3491, 36.4229, -0.1172, 0.0472, 0.0057
Si, 5.8008, 3.3491, 36.4229, 0.0073, 0.0978, 0.0969
Si, 9.6679, 3.3491, 36.4229, 0.0456, -0.0388, -0.1329
Si, 0, 6.6981, 36.4229, -0.0505, -0.027, -0.124
Si, 3.8672, 6.6981, 36.4229, -0.0861, 0.197, 0.035
Si, 7.7343, 6.6981, 36.4229, 0.082, 0.1136, 0.0782
Si, 1.9336, 10.0472, 36.4229, -0.087, -0.013, -0.142
Si, 5.8008, 10.0472, 36.4229, 0.1139, 0.0854, -0.0675
Si, 9.6679, 10.0472, 36.4229, 0.0349, -0.0125, -0.1948
Si, 0, 0, 38.7911, 0.0094, -0.067, -0.0063
Si, 3.8672, 0, 38.7911, -0.0393, 0.009, 0.0029
Si, 7.7343, 0, 38.7911, 0.0687, -0.0514, 0.0046
Si, 1.9336, 3.3491, 38.7911, -0.0362, 0.0193, 0.0061
Si, 5.8008, 3.3491, 38.7911, -0.0056, 0.037, 0.0096
Si, 9.6679, 3.3491, 38.7911, 0.012, -0.0111, 0.006
Si, 0, 6.6981, 38.7911, -0.015, -0.0075, 0.0029
Si, 3.8672, 6.6981, 38.7911, -0.026, 0.0905, 0.0104
Si, 7.7343, 6.6981, 38.7911, 0.0257, 0.0505, -0.0001
Si, 1.9336, 10.0472, 38.7911, -0.0206, 0.0028, 0.0001
Si, 5.8008, 10.0472, 38.7911, 0.0438, 0.0427, 0.0036
Si, 9.6679, 10.0472, 38.7911, 0.0037, 0.0032, 0.0001
Si, 0, 2.2327, 39.5804, 0.002, 0.0002, -0.0121
Si, 3.8672, 2.2327, 39.5804, 0.0058, -0.0152, 0.0002
Si, 7.7343, 2.2327, 39.5804, 0.0002, -0.0041, -0.0201
Si, 1.9336, 5.5818, 39.5804, 0.0021, -0.0088, -0.0133
Si, 5.8008, 5.5818, 39.5804, 0.0061, -0.0152, -0.0188
Si, 9.6679, 5.5818, 39.5804, -0.0053, -0.0012, -0.0098
Si, 0, 8.9308, 39.5804, 0.0018, 0.005, -0.0152
Si, 3.8672, 8.9308, 39.5804, -0.0071, -0.0168, -0.0057
Si, 7.7343, 8.9308, 39.5804, -0.0055, -0.0101, 0.0089
Si, 1.9336, 12.2799, 39.5804, -0.0033, 0.011, 0.0215
Si, 5.8008, 12.2799, 39.5804, -0.0053, -0.0048, -0.009
Si, 9.6679, 12.2799, 39.5804, 0.0012, 0.0204, 0.0211
Si, 0.1631, 0.0422, 29.1099, -0.0035, 0.0005, 0.0028
Si, 3.968, 0.2561, 29.458, 0.0027, -0.0053, -0.0013
Si, 7.7988, 0.1752, 29.3926, -0.001, -0.003, 0.0027
Si, 2.1138, 3.3169, 29.4355, -0.0022, -0.0014, 0.0028
Si, 5.921, 3.4084, 29.6471, -0.0004, -0.0013, 0.0033
Si, 9.6404, 3.2657, 29.3527, -0.0014, -0.0003, -0.0029
Si, -0.1249, 6.5728, 29.2112, 0.0037, -0.0025, -0.0024
Si, 3.7545, 6.8965, 29.3361, 0.0018, 0.0017, 0.0021
Si, 7.5934, 6.674, 29.2135, 0.0026, -0.0009, -0.0029
Si, 2.3626, 10.3709, 29.1026, 0.0204, 0.0094, 0.0329
Si, 5.808, 10.1309, 29.426, -0.0037, 0.0041, -0.0002
Si, 9.5145, 10.0619, 29.0105, -0.0041, 0.0038, -0.0049
Si, 0.0689, 2.2405, 30.0132, 0.0005, -0.0018, 0.0001
Si, 3.9795, 2.3508, 30.4487, -0.0035, 0.0012, -0.0032
Si, 7.8096, 2.273, 30.396, -0.0025, -0.0008, 0.0012
Si, 1.8911, 5.6108, 30.0475, 0.0013, -0.0009, 0.0006
Si, 5.6855, 5.6907, 30.1397, -0.0009, -0.0039, -0.0007
Si, 9.5448, 5.5316, 30.0047, -0.0014, 0, 0.0027
Si, -0.258, 8.8319, 29.8624, -0.0173, -0.0123, 0.0087
Si, 3.9147, 9.0456, 30.2334, -0.0043, 0.0009, -0.0007
Si, 7.7115, 8.9216, 30.0131, -0.0032, -0.0012, 0.001
Si, 2.0527, 12.4497, 30.1158, 0.0002, -0.0012, 0.0018
Si, 5.8726, 12.3968, 30.119, 0.0004, 0.0026, -0.0067
Si, 9.7535, 12.3125, 29.8689, 0.0008, 0.0015, -0.002
Si, 0.0231, 2.2233, 32.4165, 0.0015, 0.0004, -0.0042
Si, 3.9081, 2.2578, 32.7319, 0.0018, -0.0002, -0.0004
Si, 7.785, 2.2328, 32.6888, -0.0011, 0.0008, -0.0036
Si, 1.9094, 5.5833, 32.4361, -0.0005, 0.0009, -0.0041
Si, 5.7708, 5.6253, 32.5059, -0.0011, 0.0007, 0.0003
Si, 9.6356, 5.5791, 32.4046, -0.0025, 0.0011, -0.002
Si, -0.043, 8.9331, 32.3066, 0.0023, 0, 0.0026
Si, 3.8434, 8.9654, 32.562, 0.0024, -0.0008, 0
Si, 7.7355, 8.9305, 32.4122, -0.0005, 0.0011, -0.0032
Si, 1.9555, 12.3034, 32.4749, -0.0001, 0.0003, -0.0004
Si, 5.8207, 12.3069, 32.4847, 0.0015, -0.0003, 0.0028
Si, 9.7141, 12.2719, 32.3168, -0.0011, 0.0016, -0.0037
Si, 1.928, 1.122, 33.3032, 0.0006, 0.0016, 0.0026
Si, 5.8412, 1.0999, 33.3782, 0.0028, -0.0008, 0.0015
Si, 9.7334, 1.0715, 33.269, 0.0023, -0.002, 0.0015
Si, -0.0243, 4.462, 33.2162, 0.0016, -0.0012, 0.0026
Si, 3.8459, 4.526, 33.3276, 0, 0.0005, 0.0002
Si, 7.7212, 4.5076, 33.2965, 0.0024, 0.0002, 0.0009
Si, 1.8791, 7.8239, 33.2179, 0.0006, -0.0001, 0.0024
Si, 5.8018, 7.8493, 33.2846, 0.0027, 0, 0.0009
Si, 9.663, 7.8155, 33.2111, 0.0026, -0.0002, 0.0003
Si, 0.0079, 11.1506, 33.1911, 0.0003, -0.0001, 0.0028
Si, 3.8814, 11.2024, 33.2921, 0.0004, 0.0002, 0.0016
Si, 7.7751, 11.1734, 33.1969, 0.0001, -0.0003, 0.0014
Si, 1.9246, 1.1149, 35.6552, -0.0005, -0.0001, 0.001
Si, 5.8067, 1.108, 35.7001, 0.0001, -0.0004, 0.0013
Si, 9.6833, 1.1018, 35.6358, -0.0004, -0.0002, 0.0007
Si, -0.0043, 4.4644, 35.6067, -0.0011, 0, -0.0002
Si, 3.8619, 4.4813, 35.6703, 0.0002, -0.0001, 0.0016
Si, 7.7334, 4.4783, 35.6516, -0.0005, 0.0003, 0.0008
Si, 1.9201, 7.8149, 35.6072, -0.0005, -0.0004, 0.001
Si, 5.8059, 7.8189, 35.6454, -0.0003, -0.0001, 0.0014
Si, 9.6695, 7.8123, 35.6049, 0.0001, 0.0002, 0.0006
Si, -0.0008, 11.1578, 35.5931, -0.0003, 0, 0.001
Si, 3.8681, 11.17, 35.6487, -0.0003, 0.0005, 0.0014
Si, 7.7439, 11.1628, 35.5964, -0.0009, -0.0001, 0.0004
Si, 0.0081, 0.007, 5.1339, 0.0007, 0.0007, -0.0007
Si, 3.8657, 0.0091, 5.1416, -0.001, 0.0003, 0
Si, 7.7274, 0.002, 5.123, -0.0003, 0.0006, -0.0006
Si, 1.9348, 3.337, 5.1321, -0.0002, -0.0005, -0.0009
Si, 5.7998, 3.3451, 5.1519, 0.0006, 0.0006, -0.0003
Si, 9.6658, 3.3474, 5.1404, 0.0001, -0.0001, -0.0003
Si, -0.007, 6.7034, 5.1095, 0, -0.0003, -0.0002
Si, 3.8715, 6.6932, 5.1033, 0.0005, 0, -0.0017
Si, 7.7304, 6.6985, 5.1206, -0.0004, 0, -0.0008
Si, 1.9295, 10.047, 5.1484, 0.0002, 0.0002, -0.0007
Si, 5.8013, 10.0524, 5.1308, 0.0001, 0.0002, -0.0004
Si, 9.6726, 10.038, 5.1328, 0.0005, -0.0004, -0.0014
Si, 0.0225, 0.0121, 7.5028, 0.0005, 0.0003, -0.0022
Si, 3.8592, 0.0242, 7.5177, 0.0026, 0.0007, -0.0028
Si, 7.7165, -0.0069, 7.484, -0.0005, -0.0001, -0.0034
Si, 1.9288, 3.3105, 7.5017, 0.0022, 0, -0.0027
Si, 5.7984, 3.327, 7.5367, -0.0005, -0.0002, -0.003
Si, 9.6539, 3.3406, 7.5153, -0.0006, 0.001, -0.0019
Si, -0.03, 6.7027, 7.4609, -0.0006, 0.0001, -0.0036
Si, 3.8721, 6.669, 7.4504, 0.002, -0.0004, -0.0021
Si, 7.7103, 6.6972, 7.4799, -0.0012, 0.0018, -0.0015
Si, 1.9279, 10.0346, 7.5294, -0.0003, 0.001, -0.0019
Si, 5.7966, 10.0564, 7.497, 0, 0.0011, -0.0023
Si, 9.6816, 10.0116, 7.5019, 0.0012, 0.0005, -0.0024
Si, -0.0169, 2.2419, 8.3406, -0.0011, -0.0014, 0.0042
Si, 3.8631, 2.243, 8.3903, -0.001, -0.0009, 0.0033
Si, 7.7352, 2.2024, 8.3299, 0.0007, -0.0001, 0.0037
Si, 1.9075, 5.5659, 8.1478, -0.0033, -0.0006, 0.0021
Si, 5.7941, 5.5681, 8.2924, -0.0013, 0.0007, 0.0015
Si, 9.6398, 5.5921, 8.2597, 0.0009, -0.001, 0.0027
Si, 0.0057, 8.8932, 8.3556, 0.0001, -0.0018, 0.0036
Si, 3.8787, 8.8878, 8.2345, 0.0006, 0.0002, 0.0024
Si, 7.7228, 8.9239, 8.2787, -0.0012, -0.0021, 0.0043
Si, 1.9511, 12.2799, 8.3209, -0.0033, -0.0009, 0.0047
Si, 5.7747, 12.2947, 8.3038, -0.003, -0.0007, 0.0028
Si, 9.6752, 12.2718, 8.1763, -0.0018, -0.0003, 0.0029
Si, -0.0462, 2.2605, 10.7377, 0, -0.0004, -0.0035
Si, 3.8473, 2.2631, 10.8169, 0.0003, 0.0008, -0.0019
Si, 7.7445, 2.1482, 10.7184, 0.0007, 0, -0.0037
Si, 1.8657, 5.5396, 10.4621, 0.0015, 0.0016, -0.0027
Si, 5.7834, 5.5436, 10.6693, -0.0002, 0.001, -0.0031
Si, 9.5905, 5.608, 10.6186, -0.0004, 0.0015, -0.0045
Si, 0.018, 8.839, 10.7677, 0.0012, 0.0008, -0.0089
Si, 3.8962, 8.8093, 10.5796, -0.0018, -0.0017, -0.0015
Si, 7.7102, 8.9298, 10.6461, 0.002, -0.0004, -0.0039
Si, 1.9591, 12.2642, 10.7031, 0.0015, 0.0004, -0.0033
Si, 5.7294, 12.2913, 10.6837, 0.0026, -0.0005, -0.0036
Si, 9.6808, 12.2365, 10.4958, 0.0037, -0.0005, -0.0064
Si, 1.8774, 1.1316, 11.5024, 0.0017, 0.0033, 0.0023
Si, 5.7912, 1.1153, 11.575, 0.0004, -0.0004, 0.005
Si, 9.6938, 0.9841, 11.468, -0.0017, -0.0007, 0.0011
Si, -0.0671, 4.5642, 11.4074, 0.0001, 0, 0.0028
Si, 3.7632, 4.5683, 11.4286, -0.0012, -0.0031, 0.0053
Si, 7.7221, 4.4024, 11.4227, 0.0015, -0.0004, 0.0049
Si, 2.0068, 7.6716, 11.4082, 0.0018, -0.0005, 0.0032
Si, 5.835, 7.7565, 11.493, 0.0014, 0.0007, 0.0063
Si, 9.5928, 7.8135, 11.5123, -0.0008, -0.001, 0.003
Si, -0.0045, 11.1263, 11.3247, -0.0009, -0.0065, -0.0457
Si, 3.8639, 10.9919, 11.4056, 0.0027, -0.0001, 0.0017
Si, 7.7214, 11.203, 11.2797, -0.0028, 0.0029, 0.0023
O, 9.7968, 0.7284, 13.1069, -0.0005, 0.0008, -0.0023
O, 11.513, 4.9346, 13.027, -0.0008, 0.0009, -0.014
O, 1.7129, 1.2274, 13.1745, -0.0022, -0.002, -0.0042
O, -3.7481, 24.745, 12.9184, 0.0036, -0.0022, 0.0007
O, 3.5552, 4.958, 13.0506, 0.0021, -0.0027, -0.0038
O, 5.9295, 1.1228, 13.2497, 0.0011, -0.0017, -0.0048
O, 7.8533, 17.808, 13.0817, 0.0005, 0.0001, -0.0055
O, 11.5718, 11.2535, 12.9642, 0.002, 0.0129, -0.0035
O, 5.8966, 7.725, 13.1625, 0.0003, 0.0011, -0.0062
O, 9.3443, 7.8119, 13.1674, -0.0044, -0.0014, -0.0106
O, 3.9408, -2.8569, 13.029, -0.0008, -0.0004, -0.0022
O, 2.2739, 7.3705, 13.0425, -0.0029, 0.0024, -0.0025
O, 11.4739, 6.4662, 27.535, -0.0001, 0.0033, 0.0042
O, 3.8914, 0.6388, 27.8229, 0.0006, -0.0028, 0.0013
O, 6.2123, 3.1521, 28.0156, -0.0006, 0.0007, -0.0016
O, 28.8417, 23.4615, 27.774, -0.0015, -0.0022, 0.0021
O, 47.3692, 63.1223, 29.0065, -0.0158, -0.0084, -0.0234
O, 2.5364, 2.97, 27.8592, -0.0003, 0.0015, -0.003
O, 2.8344, 10.6109, 27.5546, 0.0122, 0.0111, -0.0072
O, 7.3231, 6.5417, 27.5599, -0.0003, 0.0008, 0.0039
O, 3.563, 7.2277, 27.6791, 0.0009, -0.0012, -0.0006
O, 0.4611, 13.4594, 27.4586, 0.0004, -0.0013, 0.007
O, 9.3976, 9.9606, 27.3161, 0.0012, -0.0025, 0.005
O, 9.2932, 2.967, 27.7301, -0.0006, 0.0006, 0.0026
Si, 2.1726, 2.4169, 19.1791, 0.0001, 0.0022, -0.003
Si, 10.0697, 4.0305, 19.0121, -0.0001, 0.0008, -0.0034
Si, 9.6099, 0.2493, 14.6555, 0.0026, -0.0003, -0.001
Si, 2.9347, 10.9187, 25.9705, -0.001, -0.001, -0.0049
Si, 7.3534, 11.6796, 14.4218, -0.0026, -0.002, -0.0051
Si, 7.5588, 9.0943, 16.178, 0.0022, -0.0018, -0.0027
Si, 2.6594, 0.8103, 14.4288, -0.0009, -0.0028, 0.0026
Si, 8.1267, 7.5587, 23.5761, 0.0033, -0.0018, 0.0009
Si, 2.3176, 0.0396, 17.2155, -0.0011, -0.0004, -0.0036
Si, 1.2232, 5.2929, 18.9764, -0.0008, -0.002, -0.0027
Si, 5.4566, 1.8183, 14.6635, 0.0014, 0.0011, -0.0016
Si, 3.6132, 6.3945, 23.5083, -0.0065, -0.0003, -0.0015
Si, 5.4875, 3.7978, 26.7156, 0.0028, -0.0004, 0.0021
Si, 4.1691, 11.4205, 14.3811, 0.0007, -0.0008, 0.0019
Si, 7.1674, 15.2727, 21.7764, -0.0002, -0.001, -0.0001
Si, 3.3486, 1.9014, 26.9219, -0.0013, -0.0006, 0.0036
Si, 7.2361, 4.3128, 20.0357, 0.0007, 0.0003, -0.0028
Si, 5.7092, 7.1545, 14.6898, -0.0003, 0.0017, -0.0015
Si, 5.5393, 0.1335, 17.2932, 0.0014, -0.0049, -0.0041
Si, 11.293, 10.9858, 14.5261, 0.01, 0.0081, 0.0348
Si, 1.194, 13.5449, 25.9895, -0.0042, 0.0055, -0.0018
Si, 5.3398, 2.1315, 19.6047, -0.0014, 0.0006, -0.0007
Si, 12.8715, 5.3154, 22.0441, -0.0015, -0.0028, 0.0008
Si, 7.6042, 13.4032, 27.0634, 0.0013, -0.0009, 0.0063
Si, 2.9146, 6.1651, 13.9738, -0.0012, -0.0009, -0.0006
Si, 11.2654, 7.0259, 23.7799, -0.0001, -0.0021, -0.0019
Si, 6.7488, 10.9318, 18.4948, -0.0002, -0.0014, -0.0046
Si, 9.858, 3.1839, 16.0161, 0.001, 0.0002, -0.0048
Si, 7.2559, 4.3847, 14.5968, 0.0007, -0.0033, -0.0029
Si, 9.936, 8.0393, 14.6813, -0.0006, -0.009, -0.0003
Si, 8.3503, 12.4025, 20.9275, 0.0015, -0.0006, -0.0022
Si, -0.5627, 11.4949, 21.4882, 0.0001, 0.0015, -0.0021
Si, 0.0205, 2.6876, 21.3521, 0.0009, 0.0019, -0.0013
Si, 8.7668, 10.8659, 26.0881, -0.0012, -0.0001, 0.0024
Si, 0.3956, 5.4496, 26.3652, -0.0001, 0.0021, 0.0031
Si, 10.9157, 13.7862, 23.4828, 0.0002, 0.0008, 0
Si, 2.181, 8.1512, 18.5186, -0.0001, -0.0006, -0.0032
Si, 7.5964, 5.8316, 26.1138, 0.0004, 0.0016, 0.0017
Si, 8.951, 10.4321, 23.125, 0.0012, 0.0008, -0.0013
Si, 5.8596, 11.0488, 26.4993, 0.0029, 0.0017, 0.0007
Si, 6.0126, 6.7624, 21.5032, 0.0008, -0.0014, -0.0027
Si, 3.4897, 6.0153, 26.5826, -0.0014, 0.0002, -0.0017
Si, 1.8412, 8.9301, 23.7901, 0.0058, -0.001, -0.0004
Si, 9.7557, 3.684, 26.3352, -0.0004, -0.0006, 0.003
Si, 2.1481, 10.6012, 16.4772, -0.0047, -0.0002, -0.0094
Si, 4.5542, 9.1448, 19.9306, 0.0003, -0.0002, -0.0026
Si, 13.3848, 9.9066, 20.8757, -0.0002, 0.0016, -0.0033
Si, 0.0928, 5.3534, 14.5923, 0.0036, -0.0019, 0.0038
Si, 8.3879, 14.9604, 24.5563, 0.0005, -0.0014, 0.0009
O, 4.1229, 6.7696, 14.9084, -0.0005, 0.0002, 0.0024
O, 5.9856, 1.0025, 15.9832, 0.0015, 0.0042, -0.0028
O, 5.4856, 8.1836, 20.8774, -0.0013, 0.002, -0.0003
O, 1.8876, 11.8764, 17.4929, -0.0005, -0.0027, -0.0002
O, 11.1888, 5.2289, 18.9149, 0.0005, -0.0005, 0.0017
O, 5.7388, 11.7951, 14.5424, -0.0034, 0.0012, 0.0022
O, 11.5477, 5.8805, 24.8777, 0.0015, -0.0016, -0.0019
O, 7.5543, 14.5502, 25.8973, -0.0002, 0.0027, -0.004
O, 1.7082, 6.6247, 18.1485, 0.0003, 0.0006, 0.0034
O, 6.2308, 3.4123, 19.1113, 0.0012, 0.0011, 0.0017
O, 2.4599, 9.6761, 25.0652, -0.0031, -0.0144, -0.0039
O, 11.3656, 3.9446, 26.5234, 0.0008, -0.0048, -0.002
O, 3.7819, 8.1577, 18.8725, 0.0001, -0.0007, 0.0008
O, 9.5258, 10.763, 24.6432, 0.0002, -0.0009, -0.0012
O, 9.9843, 3.1603, 17.64, -0.0006, -0.0006, 0.0014
O, 8.0928, 13.0621, 14.8892, 0.0017, 0.0052, 0.0051
O, 11.4327, 12.4185, 22.7784, 0, 0.001, 0
O, 11.7054, 13.9448, 24.8753, 0.0011, -0.001, -0.0011
O, 3.3785, 12.8004, 14.0564, -0.0017, 0.0002, -0.0008
O, 5.6309, 1.7926, 21.19, 0.0002, -0.0002, -0.0008
O, 10.9416, 6.772, 14.9634, -0.001, 0.0066, 0.0051
O, 6.2963, 12.0797, 17.4035, 0.0004, 0.0003, 0.0018
O, 10.4823, 3.0068, 20.2241, -0.0005, -0.0001, 0.0009
O, 1.7676, 1.0904, 18.3185, -0.0003, -0.0012, 0.0016
O, 1.9384, 9.1887, 17.2682, 0.0012, 0.0054, -0.0007
O, 7.4801, 6.9887, 24.968, -0.0022, -0.0001, 0.0016
O, 7.944, 13.9749, 21.1287, -0.0001, 0.001, 0.0001
O, 11.1079, 4.0923, 15.4551, -0.0015, -0.0057, 0.0067
O, 2.9241, 7.8384, 23.2548, 0.0009, -0.001, 0.0006
O, 9.6943, 7.2048, 23.568, -0.0072, -0.0015, -0.0023
O, 8.8536, 12.4059, 26.6354, 0.0001, -0.0016, -0.0028
O, 10.2479, 10.1811, 22.1318, -0.0019, -0.001, 0.0015
O, 7.5121, 9.6888, 17.7159, -0.0002, 0.0011, 0.0043
O, 5.4442, 10.2636, 19.1848, 0.0018, 0.0009, 0.0011
O, 8.4643, 3.9292, 15.5892, -0.0023, 0.0012, 0.0023
O, 3.409, 10.0585, 20.6981, 0.0008, -0.0003, 0.0009
O, 12.0103, 8.3629, 24.3182, -0.0074, 0.0026, 0.0041
O, 12.9681, 8.6764, 19.8593, 0.0002, -0.0011, 0.0019
O, 7.42, 6.8867, 22.2935, 0.0004, -0.0007, -0.0005
O, 6.1848, 12.5787, 26.9604, -0.0018, 0.0004, -0.001
O, 10.5753, 9.5383, 14.7327, -0.0059, -0.0064, 0.0081
O, 4.0376, 6.3403, 25.085, 0.0015, -0.0019, 0.0098
O, 9.8797, 1.6057, 15.5432, -0.0005, -0.0015, 0.0027
O, 0.3457, 4.0028, 22.2507, 0.0008, 0.0006, -0.001
O, 10.5671, 12.3611, 15.0677, -0.0031, 0.0028, 0.0075
O, 1.4013, 2.2438, 20.6025, 0.0002, -0.0001, 0.0003
O, 6.3448, 19.0356, 20.3755, -0.0002, -0.0004, 0.0017
O, 4.5552, 2.627, 26.0587, 0, 0, -0.0019
O, 3.8212, 1.9341, 14.6764, 0.0005, 0.0017, 0.0031
O, 12.3354, 11.1371, 20.551, 0.0005, -0.0005, 0.0012
O, 8.075, 11.6017, 22.3542, 0.0008, -0.0016, 0.0008
O, 11.9327, 6.6103, 22.3538, -0.0006, 0.0003, 0.0003
O, 9.3615, 2.8039, 25.0208, 0.0001, 0.0012, -0.0017
O, 2.2952, 1.3343, 25.846, 0.0023, 0.0012, -0.0008
O, 13.1347, 9.8157, 22.4784, 0.0004, 0.0052, -0.0047
O, 1.952, 12.1568, 25.6135, -0.0013, 0.0081, -0.0053
O, 8.7863, 8.0449, 15.8599, -0.0038, 0, 0.0074
O, 6.6641, 5.8556, 14.9644, -0.0001, 0.0016, 0.0044
O, 7.8411, 10.4075, 15.279, 0.0027, -0.001, 0.0027
O, 1.7625, 0.5954, 15.7715, 0.0004, 0.0007, -0.0004
O, 6.1644, 8.3226, 15.7569, -0.0042, -0.0036, -0.0006
O, 7.7067, 3.3565, 21.2953, -0.0001, -0.0001, -0.0002
O, 1.7793, 3.8367, 18.4325, -0.0001, 0.0007, 0.0022
O, 7.9665, 22.552, 23.3316, 0.0002, 0.0013, -0.0008
O, 4.4768, 4.9369, 27.2831, -0.0006, 0.0006, -0.0022
O, 9.3339, 13.7943, 23.9112, -0.0001, 0.0003, -0.0016
O, 2.0076, 5.3886, 26.4457, 0.0028, 0.0004, -0.0007
O, 14.1387, 5.2397, 23.079, 0, -0.0002, -0.0019
O, 9.9555, 12.3269, 20.5802, 0.0004, -0.0004, 0.0011
O, 4.5161, 11.1256, 25.5882, 0.0136, -0.0001, -0.005
O, 7.1984, 10.4857, 25.7477, 0.0007, -0.0018, -0.0018
O, 3.7696, 2.431, 19.4224, -0.0004, -0.001, 0.0019
O, 7.2812, 15.309, 23.4032, 0.001, 0, 0.0002
O, 6.0292, 3.3298, 14.7291, 0.0009, 0.0002, 0.0022
O, 8.6163, 4.7341, 19.2775, -0.0005, -0.0004, 0.0029
O, 5.851, 0.8889, 18.6924, 0.0015, -0.0003, 0.004
O, 1.6974, 5.5636, 14.8962, 0.0047, 0.0014, 0.0023
O, -0.4869, 14.9752, 22.3983, -0.0012, -0.0032, 0.002
O, 3.6251, 10.6778, 15.7391, -0.0009, -0.0002, 0.0021
O, 13.3955, 5.4533, 20.5065, 0.001, -0.0002, 0.0007
O, 4.911, 6.2143, 22.5674, 0.0029, -0.0019, -0.0028
O, 6.568, 4.5752, 25.7691, -0.003, -0.0027, -0.0023
O, 1.1075, 10.7804, 15.2646, 0.0053, -0.0016, 0.019
O, 7.6071, 11.6599, 19.6759, -0.0003, 0, 0.0012
O, 9.0803, 5.1654, 26.162, 0.0041, -0.001, -0.0026
O, 3.9351, -0.0235, 17.1732, -0.0014, -0.001, -0.0002

Results
free energy: -215763.612 eV
free energy less fixed offsets of O -568.88, Si -635.61 eV per atom: -4.802 eV

The program warned: the cutoff lies below the one the program advises for these potential files; the exchange-correlation potential is rough where the density is thin.
